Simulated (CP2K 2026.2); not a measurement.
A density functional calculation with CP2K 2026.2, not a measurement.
Periodic cell of 504 atoms, Si360O144, from a study of silicon, its oxide and their interface. The atomic structure is a simulated model.
Doubt: the forces sum to 2.74 eV/angstrom along one axis rather than to zero, so they err by at least 0.0054 eV/angstrom per atom on average; the grid cutoff is modest.

Settings
functional: PBE
method: Gaussian and plane waves
basis set: DZVP-MOLOPT-SR-GTH
pseudopotentials: GTH-PBE
grid cutoff: 350 Ry, relative cutoff 50 Ry
k points: Gamma only
occupations: fixed
spin: none
net charge: 0

Cell vectors (angstrom)
a 16.32 0 0
b 0 16.32 0
c -0.4733 -4.2171 33.7294

Atoms and the computed forces on them: element, x, y, z (angstrom), force x, y, z (eV/angstrom)
Si 1.489 14.843 0.067 -0.136 0.202 0.742
Si 4.42 1.081 0.107 -0.145 0.143 0.824
Si 1.102 4.121 0.233 0.218 0.012 0.691
Si 3.295 2.9 33.716 0.128 -0.236 0.779
Si 1.428 9.205 0.151 -0.015 0.246 0.668
Si 3.733 12.61 0.03 0.126 -0.223 0.728
Si 6.633 15.183 0.006 0.15 -0.203 0.777
Si 9.34 1.488 0.222 0.184 -0.143 0.758
Si 7.151 3.755 0.064 -0.234 0.274 0.712
Si 9.34 7.145 0.117 0.068 -0.246 0.743
Si 7.034 9.264 0.065 -0.113 0.11 0.721
Si 9.285 7.822 33.614 -0.148 0.162 0.752
Si 12.055 10.485 33.705 -0.177 0.134 0.762
Si 14.624 1.626 0.214 0.075 -0.111 0.809
Si 12.445 3.822 0.207 -0.114 0.106 0.738
Si 14.853 2.197 33.707 -0.261 0.155 0.768
Si 11.517 5.574 33.503 0.228 -0.135 0.708
Si 14.853 12.58 0.074 0.011 -0.202 0.661
Si 2.733 0.03 1.365 0.014 0.008 -0.052
Si 5.512 2.706 1.38 0.002 -0.015 -0.06
Si 2.736 5.421 1.32 0.002 0.011 -0.077
Si 5.405 8.154 1.335 0.003 -0.001 -0.039
Si 2.639 10.914 1.286 0 -0.017 -0.044
Si 5.421 13.628 1.305 -0.008 0.019 -0.059
Si 8.15 -0.066 1.453 -0.026 0.002 -0.06
Si 10.877 2.689 1.499 -0.002 -0.017 -0.03
Si 8.208 5.445 1.327 -0.008 0.007 -0.035
Si 10.932 8.303 1.331 0.02 0.025 -0.036
Si 8.19 10.91 1.27 0.026 0 -0.049
Si 10.924 13.553 1.271 0.005 -0.014 -0.048
Si 13.526 -0.024 1.422 -0.005 -0.009 -0.047
Si 16.208 2.701 1.566 -0.013 -0.007 -0.033
Si 13.649 5.444 1.358 0.02 0 -0.066
Si -0.018 7.99 1.45 -0.031 -0.019 -0.049
Si 13.625 10.87 1.16 0 -0.002 -0.052
Si -0.013 13.712 1.476 0.019 0.022 -0.037
Si 1.371 1.353 2.762 0 -0.017 0.017
Si 4.112 4.082 2.682 -0.009 -0.014 0.017
Si 1.391 6.71 2.794 0.015 -0.02 0.028
Si 4.062 9.576 2.663 -0.021 -0.01 -0.009
Si 1.324 12.235 2.729 -0.016 -0.002 0.016
Si 4.076 14.965 2.731 -0.001 0.011 0.049
Si 6.828 1.352 2.792 -0.008 -0.002 0.047
Si 9.541 4.133 2.765 0.003 0.014 0.03
Si 6.767 6.759 2.679 0.025 0.009 0.009
Si 9.54 9.598 2.713 -0.008 0.008 0.034
Si 6.794 12.24 2.632 0.001 -0.005 -0.004
Si 9.558 14.878 2.696 0.022 0.004 -0.002
Si 12.187 1.293 2.826 -0.002 0.005 0.027
Si 14.904 4.115 2.863 -0.017 0.017 0.042
Si 12.265 6.857 2.649 -0.027 -0.037 0.006
Si 14.919 9.492 2.62 0.011 0.038 0.007
Si 12.288 12.2 2.646 0.003 -0.015 0.024
Si 14.952 15.045 2.808 -0.003 0 0.025
Si 0.021 0.028 4.153 -0.01 -0.001 0.007
Si 2.74 2.737 4.072 0.007 0.023 -0.001
Si 0.008 5.423 4.178 0.003 0.001 0.002
Si 2.734 8.176 4.054 -0.005 -0.008 -0.023
Si -0.043 10.845 4.032 0.001 0.002 0.006
Si 2.717 13.586 4.077 0.005 0.002 -0.012
Si 5.431 -0.002 4.109 -0.015 0.009 -0.007
Si 8.183 2.741 4.112 0.004 -0.01 -0.013
Si 5.444 5.426 4.081 0.017 -0.008 0
Si 8.154 8.167 4.01 0.013 -0.006 -0.022
Si 5.446 10.893 4.032 -0.014 0.005 0.004
Si 8.156 13.563 4.042 -0.001 -0.003 0
Si 10.838 -0.07 4.133 -0.003 0.006 0.005
Si 13.552 2.7 4.15 0.014 0.003 -0.011
Si 10.914 5.501 4.065 0.02 -0.012 0.018
Si 13.596 8.183 4.056 0.005 -0.004 -0.002
Si 10.908 10.914 4.079 0.006 0.01 -0.014
Si 13.6 13.583 4.062 -0.025 -0.001 -0.016
Si 1.365 -1.369 16.352 -0.01 0.018 -0.001
Si 4.049 1.34 16.308 -0.012 -0.004 -0.007
Si 1.356 4.043 16.3 -0.01 0.007 -0.001
Si 4.075 6.784 16.347 0.008 0.008 -0.004
Si 1.395 9.536 16.287 0.009 -0.007 -0.003
Si 4.108 12.292 16.345 0.005 0.015 -0.01
Si 6.79 -1.365 16.356 -0.015 -0.007 0.012
Si 9.486 1.355 16.33 0.003 -0.013 -0.013
Si 6.779 4.051 16.329 0 -0.014 -0.006
Si 9.54 6.849 16.302 0.011 0.001 -0.007
Si 6.812 9.521 16.351 -0.002 0.007 0.001
Si 9.514 12.224 16.312 0.012 -0.017 -0.011
Si 12.231 -1.357 16.309 -0.021 0.005 -0.01
Si 14.979 1.367 16.305 0.011 0.005 -0.007
Si 12.243 4.076 16.277 -0.014 0.002 -0.008
Si 14.939 6.801 16.233 -0.005 0.005 -0.025
Si 12.244 9.492 16.313 0.017 -0.009 -0.009
Si 14.971 12.26 16.332 0.005 0.005 0.006
Si 2.698 0.017 17.712 0.002 -0.01 0.026
Si 5.383 2.683 17.686 0.003 0.002 0.004
Si 2.738 5.349 17.676 -0.005 -0.008 -0.005
Si 5.445 8.15 17.7 -0.005 -0.007 0.033
Si 2.724 10.938 17.653 -0.014 -0.011 -0.007
Si 5.447 13.631 17.777 0 0.007 0.026
Si 8.115 0.016 17.722 0.02 0.021 -0.003
Si 10.91 2.691 17.63 -0.005 0.03 0.01
Si 8.182 5.455 17.59 -0.007 -0.01 -0.009
Si 10.891 8.175 17.736 0 -0.005 0.002
Si 8.172 10.891 17.718 -0.011 0.016 0.011
Si 10.853 13.603 17.65 0.019 0.022 0.023
Si 13.644 -0.024 17.638 -0.006 0.009 -0.008
Si -0.044 2.762 17.697 -0.002 0.005 0.011
Si 13.557 5.495 17.61 0.002 0.003 -0.003
Si 0.027 8.116 17.55 -0.011 0 0.011
Si 13.613 10.859 17.64 -0.011 -0.017 0.015
Si 0.023 13.588 17.737 -0.011 -0.013 -0.002
Si 1.313 1.395 19.049 0.005 0.002 -0.031
Si 4.068 4.002 19.119 -0.017 0.019 -0.013
Si 1.283 6.68 18.913 -0.024 -0.032 -0.02
Si 4.072 9.59 18.989 0.042 0.001 -0.009
Si 1.404 12.238 19.116 0.012 -0.006 0.002
Si 4.058 -1.298 19.133 -0.002 0.017 -0.028
Si 6.705 1.357 19.09 0.004 -0.038 0.008
Si 9.595 4.144 18.911 0.032 0.008 -0.029
Si 6.814 6.713 19.006 -0.013 -0.012 -0.038
Si 9.535 9.555 19.101 0.017 0.001 0.005
Si 6.85 12.254 19.124 -0.011 0.004 -0.012
Si 9.495 -1.363 19.035 0.015 -0.006 -0.018
Si 12.293 1.32 18.975 0.005 0.012 -0.012
Si 14.86 4.173 18.997 0.023 -0.011 -0.036
Si 12.275 6.805 19.085 -0.023 0.003 -0.008
Si 15.08 9.508 18.909 -0.013 0.023 -0.039
Si 12.213 12.219 18.972 -0.017 -0.036 -0.043
Si 14.961 -1.362 19.065 0.003 0.005 -0.016
Si -0.059 0.059 20.422 -0.016 0.026 0.058
Si 2.615 2.733 20.506 -0.03 0.009 0.056
Si -0.125 5.486 20.414 -0.001 0.017 0.038
Si 2.682 8.068 20.1 0.02 -0.019 0.015
Si 0.124 10.733 20.399 0.005 -0.011 0.03
Si 2.714 13.637 20.511 0.009 0.042 0.037
Si 5.335 0.094 20.602 -0.027 0.008 0.04
Si 8.187 2.797 20.171 -0.004 0.007 0.024
Si 5.53 5.293 20.442 0.031 -0.017 0.047
Si 8.193 8.073 20.344 0.017 -0.004 0.043
Si 5.46 10.876 20.447 -0.008 -0.005 0.033
Si 8.13 13.713 20.52 -0.043 0.005 0.037
Si 11.01 -0.113 20.315 0.027 -0.053 0.032
Si 13.518 2.799 20.333 -0.009 0.002 0.053
Si 10.929 5.393 20.438 0.014 -0.013 0.046
Si 13.714 8.24 20.284 0.002 0.002 0.069
Si 10.824 11.009 20.465 0.001 0.023 0.042
Si 13.665 13.459 20.328 0.029 -0.021 0.037
Si 1.484 -1.074 21.764 -0.032 -0.198 -0.788
Si 3.664 1.192 21.957 0.252 0.213 -0.751
Si 0.953 3.888 21.738 0.185 0.128 -0.762
Si 4.203 6.932 21.404 0.007 -0.296 -0.688
Si 1.29 9.066 21.659 -0.076 0.166 -0.619
Si 4.345 12.486 21.785 -0.11 -0.132 -0.77
Si 6.485 -1.507 21.89 0.182 0.148 -0.803
Si 9.688 1.49 21.311 0.071 -0.119 -0.725
Si 7.242 4.247 21.765 -0.233 -0.077 -0.71
Si 9.369 6.557 21.706 0.102 0.15 -0.742
Si 6.518 9.079 21.585 0.167 0.337 -0.733
Si 9.694 12.618 21.888 -0.084 -0.196 -0.672
Si 12.139 -1.742 21.661 0.004 0.166 -0.681
Si 15.058 1.696 21.641 0.001 -0.195 -0.741
Si 11.865 3.678 21.808 0.297 0.374 -0.743
Si 15.143 7.116 21.79 -0.081 -0.127 -0.594
Si 12.578 9.869 21.489 -0.092 0.03 -0.801
Si 14.877 11.901 21.655 0.071 0.165 -0.738
Si 2.145 6.291 26.612 -0.039 0.078 -0.027
Si 7.918 7.916 26.503 0.034 -0.028 -0.06
Si 3.556 8.514 28.359 0.132 -0.168 0.004
Si 10.243 11.939 31.589 -0.032 -0.079 0.118
Si 14.875 -1.151 25.953 0.051 -0.067 0.098
Si 12.342 4.862 30.482 0.053 -0.076 0.222
Si 3.419 1.462 31.073 -0.151 0.091 -0.048
Si 10.039 9.989 25.988 0.056 0.097 -0.063
Si 7.072 2.965 24.682 0.109 0.13 -0.155
Si 2.723 5.445 23.732 -0.053 -0.115 -0.074
Si 11.298 1.948 27.085 0.166 0.157 -0.065
Si 3.333 10.349 23.801 0.035 0.008 -0.166
Si 12.122 0.709 29.701 -0.078 -0.022 -0.054
Si 9.11 5.142 25.936 -0.016 -0.089 -0.034
Si 1.724 11.801 25.862 -0.014 -0.012 -0.04
Si 12.789 10.951 27.089 0.047 0.016 0.11
Si 5.421 5.635 30.92 -0.013 -0.048 0.032
Si 15.505 12.043 31.631 0.115 -0.1 0.118
Si 7.027 3.198 29.797 0.034 0.043 -0.04
Si 1.093 -2.979 29.628 0.037 0.006 0.098
Si 4.11 2.897 24.641 -0.084 -0.08 -0.083
Si 0.08 -2.831 23.94 -0.021 -0.006 -0.1
Si 14.2 7.177 29.567 0.102 0.047 0.076
Si 11.142 8.165 23.753 0.011 -0.147 -0.045
Si 15.633 7.31 26.834 -0.041 -0.049 0.055
Si 8.206 12.056 24.723 0.106 -0.092 -0.122
Si 2.68 3.29 27.232 -0.153 -0.134 -0.104
Si 7.658 -1.6 29.02 0.055 -0.114 -0.022
Si 2.422 -1.357 31.839 -0.09 -0.003 0.122
Si 4.231 -0.931 27.171 -0.068 -0.13 -0.047
Si 6.505 8.083 29.189 -0.016 0.053 0.09
Si 8.157 0.204 23.772 -0.095 0.075 -0.06
Si 9.792 4.116 28.695 0.091 0.025 -0.024
Si 3.003 7.189 31.111 0.046 -0.096 0.091
Si 14.159 10.283 29.61 -0.004 0.016 -0.075
Si 5.443 -3.253 28.611 0.01 -0.005 0.099
Si 10.793 -2.14 29.472 -0.029 0.078 0.126
Si 10.785 -0.265 25.136 0.108 -0.006 -0.031
Si 0.9 1.879 29.262 -0.056 0.03 0.024
Si 13.286 0.139 23.725 -0.012 -0.032 -0.131
Si 11.963 4.18 24.957 -0.128 -0.107 -0.095
Si 3.054 11.522 28.392 0.113 0.049 -0.042
Si 1.099 -0.797 27.616 0.127 0.07 0.028
Si -0.095 6.778 31.778 -0.094 0.01 0.104
Si 12.344 -2.41 26.764 0.049 0.115 0.024
Si 10.183 1.116 31.798 -0.009 0.008 0.107
Si 15.658 10.236 27.126 -0.115 0.065 -0.04
Si 8.005 9.75 31.424 0.032 -0.037 0.14
Si 6.335 9.641 24.456 -0.042 -0.029 -0.069
Si 14.34 2.459 30.638 0.089 0.005 0.073
Si 7.341 0.517 31.14 0.025 -0.077 0.08
Si 4.979 1.771 28.487 -0.041 -0.084 0.001
Si 6.577 -2.334 26.332 -0.066 -0.034 -0.06
Si 13.66 6.552 24.571 -0.02 0.001 -0.22
Si 1.367 14.94 5.459 0.016 -0.001 0.009
Si 4.076 1.367 5.451 -0.004 -0.005 0.008
Si 1.383 4.059 5.483 -0.006 -0.004 0.017
Si 4.089 6.812 5.421 -0.013 -0.001 0.007
Si 1.345 9.514 5.408 0.003 0.001 -0.001
Si 4.092 12.238 5.421 -0.003 -0.01 0.01
Si 6.812 14.941 5.423 0.011 0.015 0.008
Si 9.511 1.347 5.462 -0.006 0.011 0.009
Si 6.8 4.08 5.455 -0.003 -0.002 0.009
Si 9.517 6.832 5.41 -0.008 -0.003 -0.002
Si 6.801 9.519 5.392 0.006 -0.004 0.003
Si 9.521 12.242 5.434 0.009 0.005 0.006
Si 12.237 14.916 5.456 0.011 -0.002 0.006
Si 14.963 1.378 5.49 0.007 0.011 0.011
Si 12.214 4.103 5.462 -0.004 -0.005 0.01
Si 14.955 6.834 5.451 -0.005 -0.009 0.01
Si 12.239 9.526 5.433 -0.003 0.005 0.01
Si 14.953 12.218 5.421 0.002 0 -0.001
Si 2.721 -0.004 6.809 -0.009 0.004 0.003
Si 5.439 2.721 6.812 0.004 0.008 0.004
Si 2.737 5.455 6.803 -0.003 -0.001 -0.005
Si 5.45 8.167 6.778 0.003 -0.005 -0.003
Si 2.717 10.874 6.769 0.002 -0.003 -0.003
Si 5.45 13.591 6.79 -0.006 -0.004 0.001
Si 8.146 -0.011 6.807 0.002 0.015 0
Si 10.867 2.721 6.812 -0.001 -0.003 0.001
Si 8.168 5.457 6.786 0.002 -0.009 -0.005
Si 10.873 8.172 6.791 -0.002 0.001 -0.001
Si 8.159 10.868 6.776 0.003 -0.003 -0.003
Si 10.867 13.588 6.82 -0.006 0.011 0.004
Si 13.597 -0.019 6.804 0 -0.001 -0.005
Si 0.011 2.72 6.843 0.002 -0.004 0.008
Si 13.598 5.455 6.805 0.009 -0.003 -0.003
Si 0.004 8.176 6.807 -0.004 0.004 -0.002
Si 13.598 10.877 6.8 -0.005 -0.002 0.001
Si -0.005 13.575 6.794 0 -0.005 -0.001
Si 1.364 1.345 8.181 -0.011 0.002 0.002
Si 4.087 4.09 8.166 -0.007 0.001 -0.005
Si 1.365 6.807 8.159 0.002 -0.006 -0.001
Si 4.08 9.52 8.138 -0.009 -0.003 -0.005
Si 1.366 12.227 8.149 0.001 0 -0.002
Si 4.09 14.953 8.155 0.002 0.014 -0.001
Si 6.794 1.354 8.167 -0.006 -0.015 0
Si 9.507 4.085 8.161 -0.006 -0.007 0.001
Si 6.803 6.809 8.148 0.01 0.005 -0.001
Si 9.516 9.524 8.154 -0.003 -0.009 0.002
Si 6.805 12.228 8.148 0.009 0.004 -0.005
Si 9.515 14.962 8.169 0.002 0.004 -0.002
Si 12.237 1.354 8.157 0.012 0.012 -0.004
Si 14.96 4.095 8.17 0.011 0.011 0.001
Si 12.23 6.809 8.158 -0.003 -0.009 -0.008
Si 14.963 9.53 8.167 0.005 0.005 -0.001
Si 12.236 12.231 8.167 -0.006 -0.008 0
Si 14.96 14.942 8.157 -0.007 0.003 -0.003
Si -0.004 -0.018 9.522 0.006 -0.005 0.002
Si 2.726 2.723 9.519 0.002 0.003 -0.002
Si 0.006 5.45 9.523 -0.004 0 0.005
Si 2.729 8.166 9.516 -0.003 -0.004 -0.001
Si 0.008 10.883 9.526 -0.001 -0.002 0
Si 2.724 13.59 9.508 -0.008 -0.004 -0.004
Si 5.44 -0.007 9.524 0.001 0.009 0.003
Si 8.153 2.721 9.523 -0.003 0.005 0
Si 5.449 5.449 9.52 0.003 -0.004 -0.003
Si 8.157 8.164 9.513 0.005 -0.003 -0.003
Si 5.438 10.875 9.508 -0.004 -0.005 -0.001
Si 8.157 13.593 9.516 0.001 0.008 0.002
Si 10.877 0.001 9.527 -0.007 0.005 0
Si 13.597 2.717 9.513 0.002 -0.008 -0.003
Si 10.874 5.442 9.517 0.005 -0.005 -0.002
Si 13.599 8.164 9.516 0.001 0.003 -0.001
Si 10.874 10.877 9.522 0.002 0.002 0.002
Si 13.597 13.596 9.523 0.001 0.002 -0.004
Si 1.364 14.946 10.873 0.003 0.001 0.001
Si 4.084 1.361 10.877 -0.008 -0.004 0.001
Si 1.365 4.08 10.876 -0.001 -0.007 -0.001
Si 4.088 6.808 10.881 -0.004 -0.001 0.003
Si 1.371 9.522 10.884 -0.007 0.003 0.003
Si 4.081 12.233 10.875 0.005 0.007 -0.002
Si 6.798 14.95 10.881 0.003 -0.003 -0.002
Si 9.515 1.361 10.885 0.003 0.008 0.003
Si 6.796 4.081 10.885 -0.006 -0.001 0.005
Si 9.509 6.799 10.873 -0.004 0.006 -0.003
Si 6.8 9.522 10.875 0.005 -0.013 -0.002
Si 9.52 12.244 10.88 0.001 -0.003 -0.004
Si 12.236 14.956 10.885 0.007 0.001 0.003
Si 14.952 1.35 10.871 0 0.01 -0.002
Si 12.234 4.076 10.872 -0.001 -0.002 -0.001
Si 14.963 6.809 10.877 0.003 -0.003 0
Si 12.239 9.521 10.876 -0.005 -0.002 0
Si 14.966 12.246 10.881 -0.003 0.002 0.001
Si 2.726 -0.009 12.223 -0.005 0.009 -0.001
Si 5.437 2.717 12.245 -0.001 -0.002 0.003
Si 2.726 5.441 12.234 0.003 0.001 0.006
Si 5.45 8.164 12.247 0.006 0.013 0.001
Si 2.73 10.88 12.251 -0.003 -0.008 0.001
Si 5.437 13.591 12.241 -0.007 0.001 0.004
Si 8.156 -0.008 12.24 -0.008 -0.004 0
Si 10.872 2.725 12.244 0.006 0.003 0.003
Si 8.153 5.444 12.244 0.008 -0.007 -0.002
Si 10.87 8.16 12.223 -0.002 -0.015 -0.001
Si 8.155 10.889 12.235 0.006 0.008 -0.002
Si 10.878 13.596 12.25 -0.008 0 0.003
Si 13.595 -0.001 12.244 0.001 0.004 0
Si 0.003 2.705 12.219 -0.003 -0.003 0.004
Si 13.604 5.434 12.221 -0.003 -0.001 0.002
Si 0.006 8.166 12.24 -0.001 -0.001 0
Si 13.6 10.886 12.231 0.005 -0.001 -0.001
Si 0.007 13.601 12.247 0.001 -0.002 0.005
Si 1.358 1.338 13.576 0.012 -0.011 -0.007
Si 4.075 4.078 13.603 -0.004 0 0.008
Si 1.37 6.803 13.595 -0.015 0.001 0.004
Si 4.102 9.527 13.613 0.004 -0.007 0.002
Si 1.373 12.247 13.61 -0.009 0.002 0.009
Si 4.081 -1.359 13.594 0.002 0.003 -0.005
Si 6.79 1.344 13.601 0.003 0 0.002
Si 9.504 4.082 13.604 -0.007 0.018 0.007
Si 6.802 6.802 13.616 -0.004 0 0.008
Si 9.521 9.53 13.582 0.004 -0.001 -0.001
Si 6.796 12.238 13.608 -0.001 -0.007 0.005
Si 9.509 -1.368 13.608 0.012 0.007 0.001
Si 12.228 1.359 13.601 -0.014 0.01 0.002
Si 14.97 4.069 13.571 0.013 -0.014 0.002
Si 12.229 6.79 13.564 0.006 0.003 0.004
Si 14.963 9.536 13.588 -0.014 0.008 -0.002
Si 12.245 12.235 13.606 0.005 -0.01 0
Si 14.963 -1.355 13.604 0.001 0.013 0.004
Si 0.018 -0.008 14.966 0.001 0.005 0.002
Si 2.706 2.694 14.934 -0.006 -0.011 -0.006
Si 0.01 5.422 14.933 0.001 0.008 0.003
Si 2.746 8.153 14.955 -0.003 0.012 -0.009
Si 0.001 10.892 14.959 -0.004 -0.014 0.005
Si 2.731 13.617 14.971 0.006 -0.005 0.005
Si 5.435 -0.016 14.971 -0.002 0.004 -0.004
Si 8.14 2.709 14.956 0 -0.004 -0.002
Si 5.435 5.434 14.973 -0.003 -0.001 0.007
Si 8.166 8.19 14.953 0.01 0.005 0
Si 5.45 10.892 14.994 -0.001 -0.001 0.001
Si 8.145 13.597 14.976 0.008 0.005 0.002
Si 10.86 0.002 14.964 0.005 0.01 0.002
Si 13.613 2.716 14.936 0.002 0.005 -0.004
Si 10.874 5.45 14.946 0.001 -0.003 -0.001
Si 13.58 8.163 14.904 0 -0.012 -0.006
Si 10.882 10.867 14.96 -0.003 -0.006 0.004
Si 13.604 13.604 14.96 0.001 0.004 0.002
O 2.593 0.002 22.311 -0.211 0.117 0.378
O 8.747 0.806 22.419 -0.12 -0.169 -0.149
O 0.335 11.224 32.432 -0.056 0.143 -0.467
O 9.045 9.036 26.824 0.137 0.197 0.427
O 3.321 6.495 22.689 0 0.382 0.061
O 10.682 2.578 21.992 -0.194 0.017 0.254
O 8.27 5.445 22.216 0.011 0.312 0.499
O 12.064 4.937 32.092 0.016 -0.427 -0.206
O 8.68 8.53 32.268 -0.114 -0.067 -0.411
O 15.78 2.346 29.87 0.091 0.18 -0.13
O 12.281 1.229 28.165 0.321 0.022 0.002
O 2.136 3.995 33.327 0.141 0.064 -0.451
O 5.038 12.081 33.312 0.136 -0.056 -0.654
O 6.739 8.576 25.598 -0.392 -0.186 0.104
O 15.702 12.408 22.968 0.164 -0.131 0.307
O 13.777 -1.671 27.041 0.17 -0.063 0.61
O 1.478 4.621 23.101 -0.423 -0.181 0.418
O -0.384 1.025 33.341 0.042 -0.114 -0.29
O 13.681 10.892 22.153 0.038 0.135 0.357
O -0.051 5.417 32.65 -0.264 -0.195 0.016
O 12.239 3.917 23.374 0.428 -0.052 0.132
O 6.893 11.115 24.793 -0.464 0.116 -0.029
O 7.219 2.107 30.966 -0.056 0.13 0.43
O 15.364 7.897 32.574 -0.027 0.394 -0.037
O 10.276 9.213 24.598 -0.237 0.232 -0.283
O 5.443 -2.718 22.3 0.253 0.129 0.527
O 14.154 10.288 26.497 0.023 -0.251 -0.31
O 10.202 2.767 27.917 -0.226 -0.185 0.124
O 4.727 9.633 24.23 0.036 -0.308 0.34
O 11.942 9.017 22.682 -0.141 -0.144 -0.014
O 14.401 11.044 31.003 -0.331 -0.071 0.278
O 6.048 12.68 27.15 0.211 -0.749 -0.317
O 0.583 6.343 27.025 -0.186 -0.461 0.385
O 15.517 10.432 28.729 0.305 0.159 0.156
O 5.905 4.269 30.232 -0.337 -0.064 -0.252
O 7.105 -0.275 29.758 -0.314 0.263 -0.231
O 1.324 2.775 27.963 -0.47 0.344 -0.404
O 0.33 11.343 26.536 -0.319 0.217 -0.015
O 15.504 6.615 30.354 0.223 -0.331 -0.313
O 9.524 -3.384 32.628 -0.031 0.052 -0.293
O 2.13 9.514 33.355 0.047 -0.009 -0.14
O 11.438 11.135 32.339 0.25 0.097 -0.532
O 13.221 5.156 25.278 0.517 -0.081 0.703
O 9.145 10.859 31.055 0.083 -0.012 -0.42
O 10.915 1.542 30.419 -0.241 0.529 -0.378
O 5.291 8.044 21.875 0.079 0.255 0.213
O 11.695 -0.85 29.9 0.277 -0.117 0.124
O 4.502 -1.923 28.437 -0.155 0.042 0.57
O 2.945 2.63 25.755 -0.265 -0.171 -0.273
O 5.883 5.664 32.461 -0.095 0.263 0.008
O 12.97 10.958 28.715 -0.609 0.043 0.357
O 14.127 -0.024 25.081 -0.002 0.51 0.294
O 6.993 -0.825 23.3 -0.231 -0.016 0.39
O 7.119 9.307 23.077 0.643 -0.067 0.162
O 10.118 7.148 23.028 0.182 -0.012 0.129
O 6.293 0.074 32.295 -0.575 -0.006 -0.226
O 8.495 6.627 25.69 -0.163 0.17 -0.43
O 13.068 -1.487 33.396 -0.129 0.086 -0.559
O 6.727 -2.861 29.534 0.072 -0.138 0.309
O 7.703 3.96 33.333 -0.072 0.049 -0.378
O 6.865 3.471 23.146 -0.146 -0.114 0.082
O -0.14 2.753 22.217 0 -0.155 0.561
O 2.969 8.057 29.777 -0.176 0.365 0.015
O 10.379 6.699 33.111 0.027 0.024 -0.35
O 6.111 6.884 30.182 0.241 -0.039 0.182
O 10.935 -2.682 22.289 -0.114 -0.099 0.551
O 14.543 7.066 27.997 -0.228 -0.32 -0.139
O 3.345 -2.498 32.477 0.238 -0.26 -0.328
O 11.537 -1.626 25.595 -0.037 -0.269 -0.407
O 8.898 12.174 23.253 -0.108 -0.222 0.1
O 2.694 4.887 27.146 0.113 0.003 0.216
O 0.748 -2.26 28.225 -0.355 -0.243 -0.475
O 14.458 2.75 32.23 -0.273 0.572 -0.089
O 4.814 0.543 27.472 0.027 0.264 -0.097
O 0.085 8.092 22.267 0.153 0.036 0.396
O 10.496 4.871 25.123 0.009 -0.032 -0.252
O 2.03 2.001 30.425 -0.076 0.142 0.06
O 7.731 -1.667 33.471 -0.049 0.022 -0.352
O 5.158 8.672 28.502 0.026 0.392 -0.277
O 6.469 2.404 28.492 0.427 -0.21 -0.7
O 9.727 2.464 32.541 0.387 0.446 -0.338
O 5.582 2.88 25.326 0.087 -0.147 0.308
O 11.254 0.274 32.648 0.189 -0.179 -0.191
O 7.652 1.444 24.682 -0.092 -0.341 0.477
O 2.455 10.578 25.123 -0.105 -0.583 0.277
O 8.442 3.901 29.54 -0.053 0.048 0.08
O 1.976 -1.882 30.402 0.015 0.311 -0.397
O 14.273 6.5 23.049 -0.035 -0.391 -0.083
O 2.356 9.511 22.817 0.125 -0.104 0.27
O 4.596 1.309 29.992 0.321 -0.265 0.089
O 3.897 2.434 32.274 0.29 0.063 -0.334
O 2.941 9.964 28.043 -0.468 -0.093 -0.445
O 12.283 7.415 24.615 -0.073 -0.019 0.34
O 9.22 -1.789 29.342 -0.209 -0.056 0.018
O 12.662 12.385 26.363 -0.114 -0.038 -0.601
O 13.422 3.699 30.11 0.191 0.206 -0.165
O 6.862 10.417 32.37 -0.194 -0.121 -0.335
O 13.538 1.057 30.409 0.062 -0.586 -0.075
O 9.346 -0.611 24.505 -0.078 -0.26 0.132
O 3.946 2.939 28.139 0.12 0.46 0.037
O 3.702 11.766 23.1 -0.347 0.135 0.343
O 13.858 8.722 29.911 -0.32 0.032 0.364
O 1.467 7.106 31.575 0.015 0.104 0.004
O 1.123 -1.075 32.754 -0.166 -0.289 -0.122
O 4.066 1.837 23.41 0.35 -0.129 0.28
O 3.834 7.903 32.31 0.499 0.112 -0.149
O 7.326 9.189 30.06 -0.068 0.05 -0.464
O 9.348 11.436 25.711 0.071 0.241 0.414
O 15.26 -2.372 24.975 -0.224 -0.265 -0.122
O -0.075 -0.527 26.534 0.073 0.571 -0.283
O 14.092 1.23 22.871 -0.093 0.144 0.159
O 7.424 -1.443 27.417 0.425 0.28 -0.32
O 14.783 -3.268 32.631 -0.087 0.115 -0.279
O 2.769 12.324 26.997 0.226 0.611 -0.233
O -0.042 8.787 26.843 0.608 0.079 0.07
O 3.231 0.012 31.733 0.137 0.062 -0.008
O 11.75 0.533 24.085 -0.366 0.64 -0.371
O 11.445 10.128 26.757 -0.012 -0.258 0.377
O 8.038 3.986 25.5 0.052 -0.162 0.021
O 3.896 4.394 24.072 0.684 0.084 -0.152
O 10.963 4.618 29.677 0.002 0.117 0.258
O 13.217 9.403 33.26 0.024 0.056 -0.2
O 1.347 12.922 24.768 0.476 0.188 -0.028
O 10.895 -3.433 30.446 0.236 -0.191 -0.043
O 12.929 6.283 29.978 -0.374 0.289 -0.38
O 10.522 0.739 26.361 -0.63 -0.134 0.126
O 7.608 -2.825 25.194 0.335 0.525 -0.03
O 1.912 11.968 29.431 -0.331 -0.481 0.274
O 14.867 7.147 25.437 0.17 0.235 -0.161
O 3.797 5.792 30.836 -0.128 -0.517 -0.233
O 2.241 6.299 25.003 -0.173 0.453 -0.015
O 12.034 2.905 25.981 0.459 -0.242 0.162
O 13.13 -1.225 22.861 0.202 -0.417 -0.037
O -0.221 -3.361 30.452 -0.399 0.13 -0.128
O 7.369 7.488 27.961 0.008 -0.554 -0.083
O 9.463 5.168 27.516 0.119 0.264 0.034
O 4.494 11.857 29.072 0.356 -0.502 0.445
O 0.922 0.338 28.758 0.039 -0.274 0.126
O 2.609 -0.8 26.968 -0.151 -0.211 -0.37
O 3.059 7.479 27.221 0.171 0.04 -0.151
O 0.646 -1.607 23.055 -0.266 0.232 0.268
O 11.382 -2.529 28.036 -0.142 -0.287 -0.141
O 8.872 0.198 31.595 0.127 -0.393 0.278
O 5.198 -1.503 25.956 -0.141 0.115 -0.58

Results
total energy: -101656.091 eV
total energy less fixed offsets of O -438.35, Si -107.03 eV per atom: -2.891 eV
